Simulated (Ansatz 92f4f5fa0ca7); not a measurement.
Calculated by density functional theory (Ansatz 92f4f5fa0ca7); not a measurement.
Periodic cell of 276 atoms, Si168O108, from a study of silicon, its oxide and their interface. The atomic structure is a simulated model.
This geometry differs little from another in the collection (a relaxation step or a small displacement).

Settings
functional: r2SCAN
potential files: Ansatz PAW
basis: plane waves
wave-function cutoff: 800 eV
density cutoff ratio: 5
exchange-correlation grid ratio: 1
k mesh: 1 x 1 x 1, Gamma-centred
self-consistency stop: 5e-08 eV per atom in the density residual
occupations: fixed
spin: none
net charge: 0

Cell vectors (angstrom)
a	11.6015	0	0
b	0	13.3963	0
c	0	0	30.8799

Atoms: element, x, y, z (angstrom)
Si	11.5914	-0.1292	24.079
Si	3.8498	0.0375	24.2039
Si	7.7199	0.0575	23.9961
Si	1.9157	3.3968	24.172
Si	5.9975	3.4	24.1875
Si	9.6097	3.3553	24.2418
Si	11.4606	6.6701	24.0714
Si	3.7444	6.6459	24.2587
Si	7.6994	6.7769	24.2321
Si	2.0014	10.029	24.1957
Si	5.7391	10.0386	24.2113
Si	9.5984	10.065	24.0666
Si	11.5976	2.171	24.8143
Si	3.931	2.3083	24.8454
Si	7.7638	2.1746	25.0951
Si	1.8002	5.5934	25.0145
Si	5.7645	5.6126	24.9522
Si	9.6007	5.592	25.015
Si	11.567	8.9373	24.8029
Si	3.8581	8.8815	25.0415
Si	7.7112	8.9849	24.9934
Si	1.9335	12.2688	24.9757
Si	5.8057	12.3085	24.8953
Si	9.6092	12.2859	24.8739
Si	11.5919	2.1994	27.2412
Si	3.8835	2.2609	27.2604
Si	7.739	2.1915	27.4182
Si	1.8735	5.5816	27.3627
Si	5.7807	5.5807	27.3266
Si	9.6471	5.5866	27.3633
Si	11.5821	8.9294	27.2323
Si	3.8588	8.9056	27.381
Si	7.724	8.9481	27.3502
Si	1.9223	12.2735	27.3343
Si	5.802	12.2858	27.2906
Si	9.6382	12.2704	27.2771
Si	1.9415	1.1269	28.0825
Si	5.7781	1.1072	28.123
Si	9.6877	1.0872	28.1212
Si	11.5692	4.4278	28.1159
Si	3.8403	4.4726	28.109
Si	7.715	4.4583	28.1236
Si	1.894	7.82	28.1183
Si	5.8035	7.804	28.133
Si	9.6666	7.8303	28.1135
Si	11.5777	11.1505	28.0871
Si	3.8675	11.16	28.1092
Si	7.7193	11.1754	28.1202
Si	1.9336	1.1164	30.4849
Si	5.8008	1.1164	30.4849
Si	9.6679	1.1164	30.4849
Si	0	4.4654	30.4849
Si	3.8672	4.4654	30.4849
Si	7.7343	4.4654	30.4849
Si	1.9336	7.8145	30.4849
Si	5.8008	7.8145	30.4849
Si	9.6679	7.8145	30.4849
Si	0	11.1635	30.4849
Si	3.8672	11.1635	30.4849
Si	7.7343	11.1635	30.4849
Si	0	0	0.3944
Si	3.8672	0	0.3944
Si	7.7343	0	0.3944
Si	1.9336	3.3491	0.3944
Si	5.8008	3.3491	0.3944
Si	9.6679	3.3491	0.3944
Si	0	6.6981	0.3944
Si	3.8672	6.6981	0.3944
Si	7.7343	6.6981	0.3944
Si	1.9336	10.0472	0.3944
Si	5.8008	10.0472	0.3944
Si	9.6679	10.0472	0.3944
Si	11.6171	-0.0235	2.7678
Si	3.8976	-0.027	2.7622
Si	7.7469	-0.0251	2.7888
Si	1.9352	3.3383	2.7614
Si	5.7956	3.3435	2.7313
Si	9.6776	3.3496	2.7689
Si	11.5919	6.6867	2.7812
Si	3.8506	6.7042	2.7421
Si	7.7535	6.7038	2.7731
Si	1.9243	10.056	2.7628
Si	5.7857	10.019	2.7705
Si	9.6338	10.0568	2.7778
Si	11.6105	2.2015	3.5456
Si	3.8769	2.2098	3.5118
Si	7.7298	2.2346	3.4972
Si	1.9434	5.5764	3.5556
Si	5.7948	5.5877	3.4646
Si	9.6645	5.5725	3.6289
Si	11.5766	8.9476	3.5181
Si	3.8379	8.9208	3.5681
Si	7.7073	8.928	3.6154
Si	1.9628	12.2853	3.5661
Si	5.8175	12.2253	3.5986
Si	9.6937	12.2746	3.6296
Si	11.6249	2.1694	5.9135
Si	3.9063	2.1842	5.8612
Si	7.7121	2.2357	5.8326
Si	1.9703	5.5623	5.9255
Si	5.7861	5.5705	5.7909
Si	9.6634	5.5454	6.0446
Si	11.5476	8.9696	5.8667
Si	3.7949	8.8838	5.9514
Si	7.6721	8.907	6.0254
Si	1.9985	12.2886	5.9379
Si	5.8297	12.1614	6.0016
Si	9.7292	12.2739	6.0502
Si	2.006	1.1225	6.7432
Si	5.8506	1.029	6.6107
Si	9.6129	1.1727	6.6842
Si	11.6719	4.3941	6.6412
Si	3.9384	4.3989	6.6404
Si	7.6284	4.4474	6.6796
Si	1.7936	7.808	6.6873
Si	5.7036	7.7244	6.7177
Si	9.6552	7.8396	6.7181
Si	11.7335	11.1621	6.7876
Si	3.8377	11.0782	6.799
Si	7.8193	11.1359	6.8669
O	4.1542	4.2521	8.2786
O	5.537	7.4681	8.3525
O	9.3752	1.4509	8.3123
O	9.7532	8.0678	8.3573
O	2.1841	1.199	8.3909
O	6.0338	0.9065	8.2432
O	1.454	7.901	8.3165
O	0.4845	11.1459	8.4241
O	3.649	10.9315	8.4525
O	0.3448	4.2414	8.2692
O	7.2551	4.4799	8.3082
O	7.9563	11.2072	8.5282
O	6.5542	3.4881	22.6136
O	2.3232	10.0085	22.5718
O	7.7641	0.1885	22.3233
O	11.2291	6.5202	22.4247
O	7.8121	6.9417	22.587
O	0.0095	12.9296	22.4577
O	9.457	10.0634	22.4102
O	3.4916	6.5486	22.6247
O	5.6377	9.9502	22.5628
O	9.2593	3.4416	22.6203
O	1.8376	3.5548	22.5384
O	3.8115	0.0336	22.5592
Si	8.0429	10.2625	16.725
Si	4.5057	10.8909	9.8356
Si	9.0123	10.6091	20.9417
Si	5.0934	8.0985	9.7759
Si	2.6978	1.6634	9.8563
Si	7.244	6.3596	21.1876
Si	10.5158	6.8549	18.1415
Si	3.4727	10.9173	12.7665
Si	9.927	6.0486	13.9962
Si	9.8444	1.5134	16.2097
Si	5.5576	0.4905	9.7189
Si	1.7037	9.6821	21.1114
Si	11.0691	4.1125	9.6123
Si	7.9193	3.5616	21.7057
Si	3.0956	6.4772	14.2934
Si	7.3162	0.8046	20.8592
Si	10.2203	1.2099	9.6743
Si	10.8856	4.3988	16.4771
Si	8.1016	5.0289	9.5683
Si	1.909	3.7648	15.2748
Si	1.5769	13.0538	12.0012
Si	7.483	1.6128	14.0638
Si	11.5089	11.8808	9.7506
Si	5.0246	6.0045	11.8967
Si	7.947	0.0556	11.4705
Si	11.5288	12.3338	20.9492
Si	11.4199	6.5486	11.4172
Si	4.0239	8.6712	19.5079
Si	7.5228	4.4853	12.5668
Si	0.8106	1.0868	14.5658
Si	5.5598	10.7784	15.0446
Si	1.6116	8.9923	14.5561
Si	4.1253	6.0628	21.2135
Si	4.4061	13.3357	21.0658
Si	1.8302	1.114	19.6096
Si	3.7837	8.5182	16.3514
Si	2.8077	1.3697	16.6548
Si	8.0861	13.1826	17.9721
Si	8.1727	8.4191	18.9972
Si	8.5516	10.8454	10.0037
Si	5.8459	10.5378	21.0724
Si	10.4795	8.5266	15.6874
Si	5.6196	13.7312	16.1001
Si	2.1006	7.3253	9.6823
Si	2.0302	4.0184	21.0081
Si	3.3861	4.5366	9.6716
Si	0.3507	6.7472	20.9802
Si	9.0525	7.8579	9.8027
O	9.3858	0.6071	17.4642
O	9.3137	0.7151	10.908
O	0.8837	4.472	16.2975
O	2.8748	12.4308	12.7567
O	6.1362	5.2727	12.7992
O	1.1249	5.34	20.6767
O	10.2304	4.9167	15.0979
O	5.2244	12.2348	15.6447
O	2.4944	3.2509	10.0787
O	1.0934	2.6939	14.3309
O	7.8435	0.3802	13.0543
O	5.6464	7.2359	11.0303
O	3.2066	0.4107	20.1022
O	3.5444	4.5993	20.7935
O	2.3529	9.9595	13.4721
O	4.266	1.3689	10.0653
O	4.0108	8.4124	17.9267
O	4.9067	11.8214	20.7866
O	-0.0087	5.0577	10.8
O	3.9024	7.0675	15.5936
O	9.1601	9.43	19.8244
O	7.4292	3.0276	13.2656
O	5.705	5.9609	21.3888
O	7.9767	6.6463	9.6805
O	7.7197	4.3014	10.9596
O	10.3537	2.9219	16.7989
O	9.4601	9.6583	16.2215
O	7.349	7.5004	20.0525
O	10.9856	2.571	10.0996
O	6.0838	1.2426	14.823
O	3.9407	6.599	12.9242
O	8.9881	7.3347	18.1422
O	11.1799	6.3141	12.9964
O	1.1256	7.4184	10.9783
O	8.3597	9.2491	10.2859
O	11.205	7.7553	16.953
O	0.7132	10.9177	20.774
O	6.7881	0.3422	17.2
O	4.3157	0.88	16.8632
O	0.0276	9.2447	14.7754
O	2.8255	9.6637	19.9526
O	6.722	0.8359	10.7667
O	5.3918	9.3934	20.0122
O	7.8988	11.852	11.1204
O	0.6503	0.2813	13.1765
O	7.9974	4.9528	20.8646
O	10.1476	7.3813	10.8789
O	1.8109	7.4444	14.1029
O	10.1395	11.1186	10.1035
O	11.2646	13.4271	9.3264
O	4.4051	4.9133	10.8674
O	1.1066	8.1759	21.1708
O	2.6795	4.9204	14.4564
O	11.0521	0.8274	15.3903
O	9.9797	11.8939	20.6043
O	7.3686	9.2582	17.8438
O	2.4057	5.774	9.4065
O	2.9398	2.9191	16.1833
O	11.0662	7.0082	19.6516
O	8.2961	11.6349	17.5525
O	2.0598	0.5477	15.4616
O	5.2585	12.3085	9.8896
O	7.1457	10.5224	15.3767
O	8.6851	5.4545	13.1447
O	7.8503	13.3786	19.5653
O	4.9236	10.7976	13.5267
O	8.6195	1.7429	15.1914
O	1.9197	1.2091	17.9962
O	3.653	10.6083	11.183
O	5.6945	0.8919	20.8508
O	10.5365	5.2993	17.7544
O	3.7931	7.1974	20.1254
O	9.65	7.4495	14.7784
O	4.884	9.5361	15.7923
O	0.8423	11.9077	11.0865
O	3.4787	8.1077	9.9407
O	7.8987	2.3067	20.6936
O	9.6209	4.6673	9.1842
O	0.5752	0.13	20.0209
O	1.7159	2.6679	20.1427
O	5.5658	9.6546	9.7731
O	7.4127	10.947	20.9218
O	1.9307	0.876	11.0183
O	2.3303	9.1557	16.0066

Results
free energy: -169057.020 eV
free energy less fixed offsets of O -570.45, Si -639.56 eV per atom: -2.340 eV

Forces (eV/angstrom), in the order of the atoms: element, x, y, z
Si	-0.0198	-0.0228	-0.0158
Si	0.0569	-0.0219	-0.0708
Si	0.0073	0.005	0.0017
Si	0.0395	0.0442	-0.0294
Si	0.0021	0.0189	-0.0354
Si	-0.0946	0.0318	-0.0456
Si	0.0538	0.0251	-0.0373
Si	-0.0051	0.001	-0.031
Si	0.0152	-0.0341	-0.0179
Si	-0.0171	-0.0374	-0.0652
Si	0.0309	0.0259	-0.1082
Si	-0.0196	0.062	-0.0275
Si	-0.0024	-0.0037	-0.0096
Si	-0.0197	-0.0031	0.0105
Si	0.0142	-0.0094	0.0029
Si	-0.0158	-0.0015	0.0085
Si	0.0025	0.0004	-0.0001
Si	-0.008	-0.0038	-0.0004
Si	0.0045	-0.0116	-0.0043
Si	-0.0188	0.0011	0
Si	0.0014	-0.0016	0.0078
Si	0.0091	0.0068	-0.0139
Si	-0.0112	0.0017	0.0142
Si	-0.0032	-0.0109	0.0184
Si	-0.0019	0.0055	0.0146
Si	-0.0028	-0.0084	0.0035
Si	-0.0018	0.0098	0.0108
Si	0.0035	0.0016	-0.0005
Si	0.0048	0.006	-0.0021
Si	0.008	0.0006	0.0148
Si	-0.0041	0.0037	0.0057
Si	0.0047	0.0087	0.0199
Si	-0.0028	-0.0042	0.012
Si	0.0014	0.0003	0.0117
Si	0.0016	-0.0022	-0.0045
Si	0.0118	0.0074	-0.0048
Si	0.0075	-0.0004	-0.0127
Si	-0.0007	0.0008	-0.0058
Si	-0.0025	-0.0093	-0.013
Si	-0.0045	0.0012	-0.0065
Si	0.0029	0.0061	-0.0005
Si	-0.0076	-0.0067	-0.0143
Si	-0.0043	-0.0053	-0.011
Si	-0.0013	-0.0021	-0.0082
Si	0.0068	-0.002	-0.0081
Si	-0.0031	-0.002	-0.004
Si	0.0054	-0.0029	-0.0078
Si	-0.0058	0.0052	0.002
Si	0.0157	0.0803	-0.1704
Si	-0.1378	-0.0378	0.0517
Si	0.1222	-0.0886	0.0875
Si	-0.0699	-0.1736	-0.0326
Si	-0.0307	-0.0415	-0.0645
Si	-0.0511	-0.0127	0.0856
Si	-0.1247	0.0314	0.0201
Si	0.0322	-0.0273	0.1281
Si	0.0435	0.0433	-0.017
Si	-0.0723	-0.0537	-0.1855
Si	0.0454	0.0433	-0.0725
Si	0.0133	0.0551	-0.002
Si	-0.0262	-0.0572	0.0203
Si	0.0999	-0.0814	0.0179
Si	0.0285	-0.1282	0.1435
Si	-0.0127	0.0154	-0.0005
Si	-0.0113	-0.0064	-0.2571
Si	0.0836	0.0959	0.0511
Si	-0.0391	-0.003	0.1044
Si	-0.0451	0.0544	-0.1992
Si	0.0939	0.0775	0.0751
Si	0.0203	0.0255	-0.0341
Si	-0.0173	-0.0451	0.0516
Si	-0.1123	0.0619	0.1265
Si	-0.005	-0.0033	0.0041
Si	0.0029	-0.007	0.0085
Si	0.0016	-0.0045	0.008
Si	-0.0002	0.0027	0
Si	-0.0012	0.0051	0.0156
Si	0.0082	0.0064	0.0025
Si	0.001	-0.0046	0.0108
Si	-0.0021	-0.0003	0.0121
Si	0.0015	-0.001	-0.0025
Si	0.0018	0.0033	0.0072
Si	-0.0001	0.0068	-0.0116
Si	-0.006	0.0056	0.0055
Si	-0.0042	0.0057	-0.0011
Si	0.0025	0.0014	-0.0071
Si	-0.0022	-0.0024	-0.0184
Si	-0.0003	-0.0052	-0.0116
Si	0.0048	-0.0029	-0.0201
Si	-0.0027	-0.0006	-0.0051
Si	0.0021	0.0026	-0.0124
Si	-0.001	-0.0018	-0.0011
Si	0.0069	-0.0017	0.0091
Si	0	-0.0041	-0.0098
Si	-0.0009	-0.0034	0.0097
Si	0.0028	-0.0009	0.0015
Si	0.0099	-0.0085	-0.0035
Si	0.0213	-0.0007	0.0132
Si	-0.0085	0.0104	0.0052
Si	0.0155	0.0087	0.0027
Si	-0.0113	-0.0022	-0.0104
Si	0.0143	0.0127	-0.0009
Si	-0.0026	-0.0121	-0.0069
Si	-0.0087	-0.0023	-0.0005
Si	0.0135	-0.0009	-0.0226
Si	-0.0043	-0.0021	-0.0014
Si	0.0095	0.0209	-0.0278
Si	-0.0105	0.0083	0.0044
Si	-0.0193	0.0168	0.0383
Si	-0.0259	-0.0788	0.0863
Si	0.0294	-0.0049	0.0559
Si	-0.0246	0.0023	0.0566
Si	-0.0265	0.0152	0.0374
Si	0.0291	0.0157	0.0729
Si	0.0056	-0.03	0.0565
Si	0.002	0.014	0.0413
Si	-0.0302	0.0007	0.0361
Si	0.016	0.0478	0.048
Si	0.0206	-0.0292	0.0175
Si	-0.0115	-0.0221	0.0479
O	-0.0253	0.0098	0.0143
O	-0.0237	0.0328	0.0343
O	0.028	-0.0189	0.0396
O	-0.0097	-0.0128	0.0579
O	0.033	0.0191	0.0613
O	-0.027	0.0092	0.0182
O	0.0304	-0.0058	0.0035
O	-0.0398	0.0141	-0.0167
O	0.013	0.0155	-0.011
O	-0.0411	-0.0027	0.0076
O	0.0124	0.0142	-0.0233
O	0.0292	-0.0162	0.0602
O	0.0504	-0.0129	-0.0141
O	-0.0325	-0.0093	-0.0192
O	-0.022	0.0304	-0.0213
O	0.0125	-0.0006	0.0031
O	-0.0362	-0.0486	-0.051
O	0.0095	-0.005	-0.0342
O	-0.0147	0.0023	-0.0375
O	0.0375	-0.0247	-0.0384
O	-0.0136	0.0019	-0.012
O	0.0043	-0.0153	-0.001
O	-0.0078	-0.0095	-0.0218
O	0.0038	0.0065	-0.0096
Si	0.0024	-0.0095	0.0334
Si	0.0278	0.016	-0.0115
Si	0.0041	-0.0279	0.0044
Si	-0.0081	-0.0148	-0.0101
Si	0.0208	-0.0391	-0.0268
Si	-0.0052	0.0086	0.0423
Si	-0.0413	0.0025	0.0305
Si	-0.0038	0.0055	-0.0088
Si	0.0264	0	0.0109
Si	0.0114	0.0179	-0.0273
Si	0.01	0.0252	-0.0156
Si	0.0292	-0.0097	0.0174
Si	-0.0132	0.0201	-0.027
Si	-0.01	-0.0112	0.0316
Si	-0.0026	0.0057	-0.0229
Si	-0.0444	0.0086	-0.0109
Si	-0.0251	-0.0132	-0.0222
Si	0.0339	0.0277	-0.0401
Si	0.031	0.0258	-0.0151
Si	-0.0441	-0.0067	0.0379
Si	0.001	0.0047	0.0258
Si	0.0194	-0.0238	0.0152
Si	-0.0534	0.0073	-0.0044
Si	0.0134	-0.0037	0.0158
Si	-0.0179	0.0302	-0.0087
Si	0.024	-0.0049	0.002
Si	-0.0168	0.0067	0.0093
Si	-0.0206	0.0153	-0.0146
Si	-0.0236	0.0076	-0.0109
Si	0.0246	0.0105	0.0259
Si	-0.0654	-0.0145	0.0772
Si	0.0036	-0.0384	0.0176
Si	-0.0048	0.0278	0.0313
Si	-0.0125	-0.0022	0.0192
Si	0.0285	-0.0089	-0.0091
Si	0.0163	0.0343	0.0011
Si	0.0106	0.0027	0.0015
Si	-0.0079	0.0055	-0.0004
Si	0.0225	0.003	-0.0188
Si	-0.0042	0.0212	-0.0215
Si	-0.0156	-0.0017	0.0134
Si	0.0067	-0.0394	0.0126
Si	0.034	-0.0048	0.0127
Si	0.0003	-0.0191	-0.0214
Si	0.0299	0.0118	0.0155
Si	-0.0152	0.0225	-0.0167
Si	0.0112	0.0249	0.0034
Si	0.0262	-0.0239	-0.0262
O	-0.0301	0.0022	-0.017
O	-0.0176	-0.0039	-0.0256
O	-0.0469	-0.0242	-0.042
O	-0.0508	-0.0179	-0.0389
O	0.0055	0.0058	-0.057
O	0.0201	0.0027	0.0339
O	0.0392	0.0127	0.0595
O	0.0539	-0.0865	-0.0498
O	0.0345	-0.0165	-0.0296
O	0.0287	-0.0105	0.0537
O	-0.0068	0.0394	-0.0181
O	-0.051	-0.0178	-0.0163
O	-0.021	0.0069	0.0135
O	-0.0327	0.0155	0.036
O	0.0136	-0.0014	0.0119
O	-0.0242	-0.0167	-0.0384
O	0.0084	0.0233	0.0241
O	0.0175	0.0247	0.0355
O	-0.023	0.0409	-0.015
O	-0.0479	0.0558	-0.0312
O	-0.0419	-0.0025	0.0087
O	0.0113	-0.0028	0.0004
O	0.0229	0.0289	-0.003
O	0.0463	0.0051	-0.0009
O	-0.0016	0.0356	0.0322
O	0.0016	-0.02	-0.0436
O	-0.0342	0.005	0.0127
O	0.0028	-0.0094	0.0159
O	-0.0165	0.0015	-0.0343
O	0.0502	-0.013	0.0127
O	-0.0121	-0.0233	0.038
O	0.0806	-0.008	0.0168
O	-0.0573	-0.0039	-0.031
O	-0.0164	-0.0473	-0.0199
O	0.0338	0.0062	-0.0418
O	-0.0424	-0.0144	0.0023
O	0.0016	0.0108	0.0218
O	-0.0072	-0.0125	-0.0252
O	-0.0342	0.0163	-0.0335
O	0.0211	-0.0159	0.0121
O	0.0187	-0.0602	0.0233
O	0.0242	-0.0602	-0.0068
O	-0.0353	-0.0012	0.0168
O	0.0175	0.0252	-0.0319
O	0.0648	-0.0232	-0.0515
O	-0.044	0.0338	0.0372
O	0.0239	-0.0265	0.0039
O	0.0503	0.0322	0.0352
O	0.0111	0.0307	-0.0356
O	-0.0244	-0.0046	0.0322
O	-0.0044	0.0358	-0.0018
O	-0.0127	0.0045	-0.0124
O	0.0031	0.0612	0.015
O	-0.0407	0.0464	0.0302
O	0.0022	-0.0156	0.0412
O	0.0661	0.0226	-0.0151
O	0.0293	0.0051	0.0274
O	-0.0354	-0.0467	-0.0109
O	-0.0101	-0.0317	-0.0553
O	-0.0222	-0.006	-0.0218
O	-0.0159	0.054	0.0039
O	-0.0248	0.0112	-0.0092
O	-0.0266	0.0188	0.0462
O	0.0077	-0.0099	-0.0077
O	-0.0347	0.0276	0.0072
O	-0.0264	0.0141	0.032
O	0.0025	-0.0123	-0.0175
O	0.0409	0.0047	0.0059
O	0.0107	0.0234	0.0238
O	0.0068	-0.0434	0.0086
O	0.0176	0.0623	-0.0392
O	0.0227	0.029	0.0288
O	0.0314	-0.0149	-0.0041
O	-0.0296	0.0439	-0.024
O	0.0279	0.068	-0.0039
O	0.0257	-0.0123	-0.0151
O	-0.0226	-0.0368	0.0485
O	0.0076	-0.0079	0.0239
O	0.0107	-0.0075	0.0355
O	0.016	-0.0071	0.0232
O	-0.0643	-0.0141	-0.0025
O	0.026	-0.0254	0.0228
O	-0.0091	-0.0459	0.0127
O	0.0628	-0.0398	-0.0479

The program warned: the cutoff lies below the one the program advises for these potential files; the forces do not sum to zero within the program's tolerance; empty levels may hold ghost states of the PAW files; the exchange-correlation potential is rough where the density is thin.
